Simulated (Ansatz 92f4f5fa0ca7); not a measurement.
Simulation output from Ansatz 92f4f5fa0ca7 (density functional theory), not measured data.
Periodic cell of 228 atoms, Si134O93H1, from a study of silicon, its oxide and their interface. The atomic structure is a simulated model.
Doubt: the cutoff is far below the 930 eV that the study's wrapper takes by default for these files, so forces and energies are approximate.
This geometry differs little from another in the collection (a relaxation step or a small displacement).

Settings
functional: PBE
potential files: Ansatz PAW
basis: plane waves
wave-function cutoff: 580 eV
density cutoff ratio: 5
exchange-correlation grid ratio: 1
k mesh: 1 x 1 x 1, Gamma-centred
self-consistency stop: 5e-08 eV per atom in the density residual
occupations: fixed
spin: none
net charge: -1 e, with a uniform compensating background and no finite-size correction

Cell vectors (angstrom)
a  10.938  0  0
b  0  10.938  0
c  0  0  32.295

Atoms and the computed forces on them: element, x, y, z (angstrom), force x, y, z (eV/angstrom)
Si  0.3078  -0.5134  24.9963  0.0069  -0.0026  -0.006
Si  5.7883  -0.097  25.0362  0.0573  -0.096  -0.0413
Si  2.7635  2.511  24.7078  0.02  -0.0126  -0.0113
Si  8.0411  2.8615  24.6491  -0.0191  0.0083  0.0038
Si  -0.0764  5.7273  24.6485  -0.0097  0.009  -0.0144
Si  5.683  4.9848  24.7585  0.007  -0.0313  -0.0174
Si  2.7651  8.4483  24.813  -0.0013  0.0027  -0.0022
Si  7.9749  8.4619  24.9942  -0.0376  0.0738  -0.0206
Si  1.2697  1.3587  26.1127  -0.0018  -0.003  0.0156
Si  7.0204  1.4291  26.2387  0.0174  0.031  0.0165
Si  4.1641  3.8581  26.1213  -0.003  -0.0002  0.01
Si  9.546  4.2037  25.983  -0.0032  0.0065  0.0139
Si  1.575  6.7435  26.0275  0.0067  -0.0008  0.013
Si  6.7744  6.7156  26.046  -0.011  0.0046  0.0304
Si  4.1063  9.7022  26.2334  -0.0067  0.0016  0.0204
Si  9.6814  9.3619  26.3434  -0.0035  -0.0044  0.0219
Si  2.682  0.0764  27.5407  -0.0009  -0.0035  -0.0006
Si  8.3114  -0.0534  27.5569  -0.0081  -0.0213  -0.0252
Si  -0.0638  2.7879  27.446  -0.0015  -0.0027  0
Si  5.5398  2.6605  27.5705  0.002  -0.0045  0.0018
Si  2.8344  5.3564  27.4644  -0.0014  -0.0001  -0.0036
Si  8.1839  5.4651  27.4751  0.0068  -0.0072  0.0036
Si  0.1593  8.0102  27.5595  -0.0022  -0.0025  0.0044
Si  5.4568  8.1768  27.4796  0.0072  0.0155  -0.0239
Si  4.1018  1.3673  28.8768  0.0254  -0.1157  0.4503
Si  9.5708  1.3673  28.8768  0.2206  0.3442  0.1566
Si  1.3673  4.1018  28.8768  -0.0495  -0.0878  -0.418
Si  6.8362  4.1018  28.8768  0.1011  0.132  0.1729
Si  4.1018  6.8362  28.8768  0.0676  -0.2481  -0.1905
Si  9.5708  6.8362  28.8768  0.1055  -0.578  0.1068
Si  1.3673  9.5708  28.8768  0.0965  -0.1451  0.101
Si  6.8362  9.5708  28.8768  0.0231  -0.2301  -0.1923
Si  0  0  30.244  -0.0037  0.0468  -0.0172
Si  5.469  0  30.244  -0.1382  -0.0441  0.0069
Si  2.7345  2.7345  30.244  0.0321  0.0068  -0.0037
Si  8.2035  2.7345  30.244  -0.0255  0.0101  0.0178
Si  0  5.469  30.244  -0.1891  -0.0272  0.0329
Si  5.469  5.469  30.244  0.0238  0.0498  0
Si  2.7345  8.2035  30.244  -0.014  0.0719  -0.0021
Si  8.2035  8.2035  30.244  0.0057  0.1166  -0.0453
Si  1.3673  1.3673  31.6113  0.0698  -0.0831  -0.01
Si  6.8362  1.3673  31.6113  0.0569  0.0312  -0.0411
Si  4.1018  4.1018  31.6113  0.002  0.0468  -0.0084
Si  9.5708  4.1018  31.6113  0.0982  -0.0725  -0.0089
Si  1.3673  6.8362  31.6113  -0.0333  0  -0.043
Si  6.8362  6.8362  31.6113  0.0158  -0.0666  -0.0166
Si  4.1018  9.5708  31.6113  0.0957  -0.0899  -0.0072
Si  9.5708  9.5708  31.6113  -0.0205  0.0096  -0.0075
Si  2.7345  0  0.6835  -0.0225  0.0348  0.0253
Si  8.2035  0  0.6835  -0.0906  0.0402  0.0206
Si  0  2.7345  0.6835  -0.0959  0.0335  0.0203
Si  5.469  2.7345  0.6835  -0.0317  -0.0431  0.0052
Si  2.7345  5.469  0.6835  -0.0237  0.0568  0.0116
Si  8.2035  5.469  0.6835  -0.0052  0.0254  0.0145
Si  0  8.2035  0.6835  0.0221  0.0085  0.0085
Si  5.469  8.2035  0.6835  -0.0131  0.0796  0.0341
Si  4.1018  1.3673  2.0507  0.062  0.0378  -0.0049
Si  9.5708  1.3673  2.0507  0.0748  -0.0593  0.0231
Si  1.3673  4.1018  2.0507  0.0363  -0.0256  0.0153
Si  6.8362  4.1018  2.0507  0.0347  0.0236  -0.0036
Si  4.1018  6.8362  2.0507  0.0268  -0.1202  0.0064
Si  9.5708  6.8362  2.0507  0.0323  0.0342  0.0114
Si  1.3673  9.5708  2.0507  -0.0359  -0.0397  0.0014
Si  6.8362  9.5708  2.0507  0.1013  -0.0523  0.0012
Si  0  0  3.418  -0.0807  -0.0119  -0.0696
Si  5.469  0  3.418  -0.2132  0.1385  0.2354
Si  2.7345  2.7345  3.418  0.0742  -0.0005  -0.0561
Si  8.2035  2.7345  3.418  -0.1905  0.0283  0.1217
Si  0  5.469  3.418  0.107  0.1683  -0.0033
Si  5.469  5.469  3.418  -0.3054  -0.0948  -0.302
Si  2.7345  8.2035  3.418  -0.1703  0.1804  0.278
Si  8.2035  8.2035  3.418  0.1061  0.4924  -0.4332
Si  1.3761  1.3583  4.7731  -0.0006  -0.0001  0.016
Si  6.7811  1.4121  4.8151  -0.0061  -0.0103  0.0057
Si  4.0808  4.121  4.794  0.0009  0.0047  0.01
Si  9.5637  4.1271  4.7654  0.0024  -0.0016  0.0038
Si  1.3315  6.874  4.8206  -0.0024  -0.0056  0.0075
Si  6.7706  6.9202  4.6825  -0.014  0.0027  0.0039
Si  4.0299  9.6415  4.8274  0.0008  -0.0074  0.0037
Si  9.5213  9.629  4.7908  -0.0006  0.0012  0.0061
Si  2.6583  0.0354  6.2987  -0.0113  0.0081  0.0077
Si  8.174  0.1098  6.192  0.0106  -0.0021  -0.0001
Si  0.0461  2.7762  6.0888  0.0012  -0.0009  0.0057
Si  5.3955  2.7422  6.2277  -0.0038  0.0102  -0.0161
Si  2.7379  5.5278  6.174  0.0067  0.0025  -0.0074
Si  8.1497  5.5817  5.9702  0.0028  0.0039  0.0038
Si  -0.062  8.2653  6.1751  0.0001  0.0066  -0.018
Si  5.4627  8.2882  6.0977  0.0095  -0.0112  0.0065
Si  3.7657  1.6615  7.6437  -0.0808  0.0018  0.0695
Si  9.8072  1.2894  7.4561  0.1367  -0.0821  0.1172
Si  1.5506  3.9566  7.4631  0.0287  -0.0863  -0.0447
Si  6.6249  4.4514  7.2924  -0.0325  0.0449  -0.0026
Si  4.3967  6.6768  7.4184  0.0213  0.0005  -0.0287
Si  9.1674  7.1625  7.3767  -0.0339  0.0361  0.0053
Si  0.9797  9.8479  7.5947  -0.0593  0.143  0.1636
Si  6.9816  9.4584  7.4752  0.0244  -0.0244  -0.0189
O  5.4893  5.5163  7.84  0.0239  -0.0222  0.0069
O  -0.1786  0.0328  7.9047  -0.0407  -0.0502  -0.1828
O  2.6803  2.8628  8.0102  0.0291  0.0418  -0.0231
O  8.0874  8.307  7.899  0.0002  -0.0105  -0.0108
O  1.5097  9.4562  24.3395  0.0021  -0.0019  -0.0083
O  6.8489  3.935  24.159  0.0067  -0.0007  -0.0055
O  6.7854  9.56  25.0824  -0.0273  0.0306  -0.0132
O  0.1527  4.8299  23.2859  0.004  -0.0096  -0.0033
O  6.2665  10.0369  8.8544  0.0017  0.0033  0.0317
O  0.6553  4.7252  8.5979  -0.0091  0.028  0.1083
O  1.3856  9.1803  9.0247  0.0169  -0.1491  -0.0314
O  7.5403  4.0793  8.5958  -0.0162  0.0309  0.0277
O  9.6054  6.4266  8.7562  0.0268  -0.0291  0.0485
O  4.3692  0.9767  9.0359  0.0589  0.0016  0.0062
O  3.9629  7.4022  8.8254  0.0067  -0.0351  0.0599
O  9.367  2.1389  8.7999  -0.135  0.0897  0.0475
O  5.6912  0.3506  23.4362  -0.0343  0.0169  0.0033
O  8.5704  1.9631  23.3211  0.0102  -0.0064  -0.0166
O  10.3008  7.1091  23.9072  0.0045  -0.0052  -0.0212
O  4.719  5.4744  23.4966  -0.0022  0.006  -0.0109
O  8.2746  8.5421  23.374  0.0073  -0.0095  -0.0058
O  2.3314  3.5089  23.4427  -0.0227  -0.0015  -0.0183
O  3.7824  7.9391  23.5792  0.0043  -0.0082  -0.0215
O  10.1621  -0.1378  23.8152  -0.0028  0.0089  -0.0182
Si  6.4578  12.2208  15.5863  0.0506  -0.0251  -0.0015
Si  -2.6506  7.9684  14.0946  0.016  0.0436  -0.0571
Si  7.4802  4.1097  16.7362  -0.0121  0.0143  0.0539
Si  -0.4221  3.7078  19.9313  0.0054  0.0007  0.0398
Si  14.2962  2.2459  13.1946  0.6345  -0.1085  -0.0209
Si  3.1096  3.8173  17.998  0.0033  0.0308  0.0567
Si  3.6768  7.4388  14.9868  0.0274  0.0292  -0.0159
Si  4.3261  0.8195  22.6792  0.0142  -0.0208  0.0702
Si  1.3061  5.9795  13.9874  -0.0489  0.1739  0.0494
Si  4.3807  -0.7181  20.2337  0.0003  0.0016  0.0355
Si  4.7556  2.2258  20.101  0.0084  -0.0187  0.0491
Si  7.9811  2.7539  9.4175  0.0785  -0.1229  -0.268
Si  9.4019  3.7666  11.7584  -0.4035  0.6264  -0.2131
Si  10.7766  5.7059  9.6186  0.0016  0.1218  -0.2039
Si  2.8818  4.4871  11.6041  0.3419  0.4682  0.155
Si  5.6412  8.0208  12.6999  0.0102  0.0122  -0.0674
Si  9.9023  1.1079  22.8164  -0.0023  0.0104  0.0475
Si  1.3159  8.4023  10.4489  -0.0514  0.3259  -0.0846
Si  9.964  -1.0452  20.5601  -0.0035  0.0025  0.0465
Si  3.4655  1.5957  15.9878  0.0036  -0.0873  0.1214
Si  7.2419  6.5141  21.0905  0.0056  0.0106  0.0416
Si  16.5514  0.2523  12.7774  0.068  -0.0638  -0.1432
Si  0.0764  -2.0992  13.1353  0.0291  0.0925  -0.2708
Si  9.4608  5.0946  14.5722  -0.0373  0.0946  0.0495
Si  -9.8761  2.1827  11.3727  -0.0579  -2.2797  -1.6847
Si  3.5318  7.3183  19.7342  0.003  0.0113  0.042
Si  1.8288  9.8956  15.4364  -0.0537  -0.0822  -0.0393
Si  0.872  6.0395  18.6359  -0.0068  0.0125  0.0244
Si  7.5405  3.6743  19.8413  -0.0063  0.0078  0.0495
Si  7.9221  -1.2517  16.6318  0.0022  -0.0279  0.0135
Si  0.8872  3.525  22.6777  0.0033  -0.0005  0.0586
Si  5.0597  5.9969  17.2763  -0.0013  0.0237  0.0307
Si  7.1468  9.0879  19.4743  0.0036  -0.0041  0.0361
Si  3.9574  7.1835  10.4453  -0.045  0.182  -0.1199
Si  9.4391  7.6871  22.6395  -0.0027  -0.0016  0.0491
Si  4.5916  6.8558  22.634  -0.0024  0.0066  0.0488
Si  5.8442  0.5049  9.5936  -0.0627  -0.0122  -0.1257
Si  10.871  -2.0381  17.7752  -0.0073  0.0006  0.0272
O  10.0294  0.4316  21.3161  0.002  -0.0079  -0.0228
O  4.503  7.2567  13.5968  -0.0066  -0.0115  0.0233
O  11.1446  2.1142  23.0932  -0.0052  0.0077  -0.0221
O  6.939  -1.688  17.8716  0.0053  0.0072  -0.0238
O  3.5519  8.9643  19.5958  -0.0014  -0.0074  -0.0098
O  0.0839  7.2377  17.808  0.0004  0.0023  -0.0034
O  8.0741  3.1841  10.9742  0.0921  -0.0031  0.2072
O  4.4983  2.1303  21.7207  -0.0002  0.0062  -0.0364
O  1.8627  3.6085  10.7262  -0.8435  -0.8519  0.717
O  13.3147  0.4517  15.6657  0.0263  0.0859  -0.0171
O  5.9238  -1.21  20.3235  0.0046  -0.0014  -0.0143
O  2.0341  5.2552  12.768  0.0249  -0.1521  -0.0719
O  2.8285  8.2094  11.0392  0.0726  -0.0904  0.034
O  3.9853  3.4934  12.3212  -0.1635  -0.0644  -0.0065
O  16.5357  -1.339  13.0679  -0.0008  0.0109  0.031
O  3.7513  6.7649  21.2519  -0.0037  0.0046  -0.0284
O  1.8206  1.955  12.902  -1.0776  0.5659  -0.9761
O  -14.2892  8.7914  15.3201  -0.0041  -0.0038  0.0096
O  -9.8129  0.9459  10.322  0.0158  2.3296  1.8705
O  3.796  -0.4202  21.7432  0.006  0.0051  -0.0164
O  3.111  8.9511  15.1091  0.0062  0.0026  0.0224
O  11.7088  -1.0678  14.1968  0.0303  0.0206  0.0839
O  6.5138  11.943  13.953  -0.0168  0.021  0.0258
O  3.3275  1.1623  23.9191  0.0134  0.0062  -0.0302
O  4.1244  -10.1037  12.8999  -0.21  0.1994  0.094
O  6.1418  7.1251  22.1534  0.0038  -0.0023  -0.0203
O  -12.4803  8.9081  13.3499  -0.0342  -0.0297  0.0591
O  -0.8971  4.9826  10.8578  -0.007  -0.1709  0.1732
O  7.9036  3.7593  18.2652  -0.0008  0.0039  -0.0477
O  6.3618  2.5365  19.9504  0.0005  0.003  -0.0143
O  14.5353  2.6544  14.7666  -0.1056  0.0169  -0.1259
O  4.3674  11.6801  19.4596  -0.002  0.0076  -0.0142
O  7.1388  7.4946  13.048  -0.0122  -0.009  0.03
O  -2.2283  6.4739  21.8194  -0.0074  -0.0061  -0.0206
O  -2.0956  4.3821  15.8994  0.0229  -0.0064  -0.0243
O  2.005  6.8721  19.4436  -0.0114  -0.0091  -0.0135
O  2.4402  6.3763  15.102  -0.02  -0.0346  -0.0109
O  13.7531  2.3975  17.2672  0.0048  -0.0231  -0.055
O  9.465  -1.5617  17.0853  -0.0016  0.0066  -0.0022
O  6.8586  1.6465  9.0726  0.001  0.018  0.0523
O  4.6856  7.1641  16.2271  -0.0081  -0.0012  -0.0035
O  19.9337  6.6459  14.6852  0.0172  -0.0639  0.0117
O  4.1838  4.6382  17.1132  -0.0014  -0.0128  -0.0144
O  -1.9277  3.4003  20.5527  -0.0007  0.0024  -0.0165
O  10.4097  13.4971  11.9097  1.8567  -0.39  -0.05
O  7.3101  -3.4351  19.7999  -0.0022  0.0076  -0.0143
O  0.4091  9.1647  11.5721  -0.0285  -0.1535  0.142
O  0.807  6.8735  10.185  -0.0121  -0.1087  0.0338
O  4.6687  6.6329  18.7596  0.0116  -0.017  -0.0294
O  15.904  11.8891  16.223  -0.0302  0.0232  -0.0106
O  3.6896  5.6082  10.7329  -0.1119  -0.2434  0.0802
O  6.5725  5.4834  16.9191  0.0077  -0.0117  -0.0081
O  10.261  -2.273  21.6227  0.0038  0.0119  -0.0241
O  1.7346  4.7326  18.0393  0.0138  -0.0168  -0.0137
O  7.5931  11.2574  16.2945  -0.0194  0.027  -0.0074
O  8.9253  4.4009  13.2  0.0504  -0.0958  -0.053
O  0.0209  9.6053  19.2783  0.007  -0.0076  -0.0277
O  3.8019  14.336  19.448  -0.0155  0.0108  -0.0332
O  5.3609  18.6024  11.1341  0.0215  -0.0236  0.0547
O  6.9035  5.0202  20.5352  0.0036  -0.0165  -0.0196
O  1.1452  -1.5035  16.8474  0.0191  0.0128  -0.0061
O  0.1578  5.0433  14.678  0.0219  -0.0496  -0.0124
O  0.6065  -3.5995  13.4489  0.0328  -0.1116  0.0642
O  8.4548  9.8808  19.9834  -0.005  -0.003  -0.0132
O  6.056  0.4222  11.2057  -0.0143  0.0134  0.1306
O  6.7517  2.848  15.9892  -0.0142  -0.0106  -0.0118
O  0.7831  3.593  21.0609  -0.0098  0.0012  -0.0328
O  10.6053  5.2826  19.442  0.0064  0.0039  -0.0136
O  -0.2106  2.5824  18.7756  -0.0142  -0.0066  -0.0011
H  0.4744  2.7091  18.1022  0.0118  0.0065  -0.0088

Results
free energy: -138085.173 eV
free energy less fixed offsets of H -15.97, O -568.88, Si -635.61 eV per atom: 8.377 eV

The program warned: the cutoff lies below the one the program advises for these potential files; the exchange-correlation potential is rough where the density is thin.
